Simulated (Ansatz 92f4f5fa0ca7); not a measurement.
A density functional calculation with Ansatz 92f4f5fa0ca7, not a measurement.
Periodic cell of 223 atoms, Si131O90P2, from a study of silicon, its oxide and their interface. The atomic structure is a simulated model.
Doubt: the cutoff is far below the 930 eV that the study's wrapper takes by default for these files, so forces and energies are approximate.

Settings: functional PBE; potential files Ansatz PAW; basis plane waves; wave-function cutoff 580 eV; density cutoff ratio 5; exchange-correlation grid ratio 1; k mesh 1 x 1 x 1, Gamma-centred; self-consistency stop 5e-08 eV per atom in the density residual; occupations fixed; spin none; net charge 0.

Cell vectors (angstrom)
a  10.938  0  0
b  0  10.938  0
c  0  0  32.1988

Atoms and the computed forces on them: element, x, y, z (angstrom), force x, y, z (eV/angstrom)
Si  10.5846  0.2354  24.8675  0.0154  -0.0272  0.0288
Si  5.7303  10.6875  24.7418  0.0038  0.0091  -0.0177
Si  2.4736  2.9222  24.6439  0.0137  -0.0001  0.003
Si  8.424  2.4714  24.8247  -0.014  0.0096  -0.0231
Si  0.2676  5.1739  24.7581  0.0117  0.0036  -0.0195
Si  5.1531  5.7585  24.695  -0.0144  -0.0117  0
Si  2.9299  8.0169  24.5939  -0.0035  -0.0179  0.0068
Si  7.9331  8.4456  24.738  0.0258  -0.0142  0.006
Si  1.3261  1.3892  26.0434  0.0008  0.0166  -0.008
Si  6.8387  1.3208  26.1136  0.013  -0.0119  0.0285
Si  4.0422  4.1116  25.9871  -0.0055  0.0121  -0.0088
Si  9.5997  4.0683  26.0864  0.0067  0.0015  0.0107
Si  1.3915  6.8368  25.9957  0.0134  0.0058  0.0093
Si  6.7658  6.8598  26.0324  0.0013  0.0108  -0.0047
Si  4.0945  9.545  25.9969  -0.0017  -0.0031  0.0033
Si  9.4646  9.5773  26.1469  -0.0228  0.01  0.0114
Si  2.7261  -0.0012  27.3544  -0.0093  0.0014  -0.0641
Si  8.1556  -0.0088  27.5488  -0.0094  -0.0301  0.1129
Si  0.0066  2.73  27.4869  0.0123  -0.0011  0.0855
Si  5.4378  2.7533  27.3671  -0.013  0.006  -0.0552
Si  2.7249  5.4766  27.4226  0.0019  0.007  0.0263
Si  8.1821  5.479  27.3644  -0.004  -0.0122  -0.0597
Si  -0.007  8.1903  27.3773  -0.0083  -0.0044  -0.0554
Si  5.4339  8.2102  27.4452  -0.0121  -0.0222  0.0522
Si  4.0798  1.3745  28.7403  0.0489  -0.0115  0.0627
Si  9.5755  1.3639  28.8507  -0.0508  0.0059  -0.1382
Si  1.3673  4.1248  28.8167  -0.0204  -0.0489  -0.0903
Si  6.8233  4.1076  28.7419  0.026  -0.0418  0.067
Si  4.0925  6.8249  28.8042  -0.0184  0.0124  -0.0582
Si  9.5575  6.8298  28.7495  0.009  0.0167  0.052
Si  1.3693  9.5661  28.7391  -0.0175  -0.0071  0.0726
Si  6.7771  9.5536  28.8608  0.0929  0.0475  -0.1559
Si  0.0154  -0.0172  30.1554  0.032  -0.0332  0.003
Si  5.4361  0.0235  30.1595  -0.0713  0.0289  0.0023
Si  2.7352  2.737  30.1472  -0.0156  -0.0131  -0.0045
Si  8.1882  2.7498  30.149  0.004  0.0333  -0.0083
Si  -0.0149  5.4804  30.1504  -0.0208  0.0352  0.0173
Si  5.4725  5.4639  30.1486  0.0242  -0.0039  -0.0093
Si  2.7239  8.2071  30.1422  -0.0048  0.0257  0.0064
Si  8.2039  8.1938  30.1522  0.0273  -0.0182  0.0147
Si  1.3673  1.3673  31.515  0.1055  -0.0041  0.0439
Si  6.8362  1.3673  31.515  -0.0634  0.1177  -0.0115
Si  4.1018  4.1018  31.515  0.0267  -0.0387  0.0275
Si  9.5708  4.1018  31.515  -0.1541  0.0563  -0.0128
Si  1.3673  6.8362  31.515  -0.0916  0.0805  -0.0576
Si  6.8362  6.8362  31.515  0.0267  -0.1159  0.083
Si  4.1018  9.5708  31.515  -0.1481  0.0961  -0.0081
Si  9.5708  9.5708  31.515  0.0246  -0.0739  0.0254
Si  2.7345  0  0.6835  0.0728  0.0582  0.1969
Si  8.2035  0  0.6835  -0.0338  0.0397  -0.1107
Si  0  2.7345  0.6835  -0.0809  -0.0199  0.0842
Si  5.469  2.7345  0.6835  0.1586  -0.1119  -0.0232
Si  2.7345  5.469  0.6835  -0.0771  0.1526  -0.2877
Si  8.2035  5.469  0.6835  -0.0149  -0.1306  0.1602
Si  0  8.2035  0.6835  0.0816  -0.095  0.0322
Si  5.469  8.2035  0.6835  0.011  0.1323  0.0164
Si  4.1507  1.3566  2.0649  -0.1471  -0.061  0.0324
Si  9.5668  1.3503  2.0476  0.0734  0.0109  0.0283
Si  1.3635  4.1395  2.0267  0.1316  -0.2542  0.0377
Si  6.8472  4.062  2.0622  0.0692  0.1323  0.0273
Si  4.0731  6.8486  2.0287  0.2678  -0.1536  0.0647
Si  9.5707  6.8375  2.0472  -0.0256  -0.0366  -0.0071
Si  1.3774  9.5608  2.0493  0.0601  0.0433  -0.0121
Si  6.8362  9.5904  2.045  -0.0405  -0.0747  0.0023
Si  -0.0023  -0.0304  3.3884  0.0533  0.0719  0.009
Si  5.4983  -0.0147  3.4826  0.0961  0.0838  -0.1277
Si  2.7745  2.7902  3.3318  -0.1423  0.2266  -0.0881
Si  8.2056  2.6828  3.4548  0.006  -0.048  -0.1002
Si  0.0058  5.4788  3.4149  0.0092  0.0627  -0.0619
Si  5.4627  5.4819  3.3451  -0.2275  0.1272  -0.0951
Si  2.7716  8.228  3.4314  -0.1308  -0.0911  -0.0944
Si  8.1967  8.217  3.3744  0.0486  -0.0435  0.0001
Si  1.4074  1.4009  4.655  0.0477  0.0794  -0.0846
Si  6.9368  1.2545  4.8984  -0.023  0.0318  0.6384
P  4.1439  4.1279  4.6708  -0.5648  0.5542  0.0597
Si  9.6001  4.0614  4.7491  0.0541  -0.0737  0.0088
Si  1.376  6.8692  4.7534  0.0803  -0.0289  0.3611
Si  6.803  6.8696  4.7226  -0.0796  -0.0423  -0.0904
Si  4.1698  9.5299  4.8374  0.0673  -0.0449  0.0708
Si  9.5741  9.527  4.782  0.0975  -0.0663  0.1779
Si  2.7874  0.0723  5.9974  -0.0675  0.2035  0.0288
Si  8.2804  -0.135  6.3208  -0.1397  0.0639  -0.266
Si  0.05  2.6818  6.0752  -0.002  -0.0668  0.0645
P  5.6333  2.5705  6.2594  0.5085  -0.6211  0.386
Si  2.8219  5.4854  5.9919  -0.08  0.0576  -0.3603
Si  8.1608  5.442  5.962  -0.1064  0.0164  0.0449
Si  0.012  8.183  6.1734  -0.0534  0.0743  -0.2096
Si  5.5485  8.1803  6.2567  0.0254  0.0032  0.0468
Si  3.9376  1.5156  7.4837  0.2365  0.2814  -0.0863
Si  9.892  1.1177  7.4759  0.0241  0.1388  0.0055
Si  1.7438  3.8212  7.2256  -0.0442  -0.0381  -0.176
Si  6.6715  4.3336  7.3922  -0.2204  -0.2091  -0.1346
Si  4.3783  6.5424  7.474  0.0031  0.0882  -0.1183
Si  9.3528  6.872  7.356  0.1472  -0.069  0.0599
Si  1.1943  9.9245  7.2888  -0.0055  -0.1377  -0.034
Si  7.2163  9.1373  7.6901  -0.067  0.0088  0.017
O  8.2807  7.9186  8.0319  0.0166  0.1419  -0.1518
O  2.9499  2.8076  7.7002  -0.0607  -0.1053  0.1633
O  9.5196  1.3573  24.263  -0.0024  0.0106  0.0058
O  4.05  6.8738  24.1304  0.0025  0.0098  -0.0118
O  0.1486  0.0738  7.9985  -0.1007  -0.0585  -0.0493
O  5.4334  5.32  7.876  0.0426  0.0377  0.1035
O  6.8423  9.5768  24.2001  -0.005  0.0039  0.0006
O  1.3624  4.0654  24.1721  -0.012  -0.0004  -0.0005
O  3.7784  7.2191  8.8882  0.0095  -0.051  0.0112
O  1.1589  4.4305  8.6242  0.0407  0.0299  -0.0147
O  9.8748  5.9148  8.6084  -0.0058  0.0268  0.0382
O  2.2365  9.3624  8.4314  -0.0141  -0.0067  0.0357
O  7.4758  3.8802  8.7476  0.0479  0.0419  0.0448
O  4.3049  0.9618  8.9944  0.0288  -0.1076  0.1424
O  6.7478  9.5426  9.2143  0.0167  -0.0318  0.0679
O  9.2379  1.8556  8.803  0.0251  -0.0006  0.0086
O  7.71  3.1619  23.5187  -0.0037  0.0056  -0.0254
O  10.4917  5.8472  23.4455  0.0017  -0.0001  -0.0093
O  5.0838  0.442  23.4014  -0.0006  -0.0059  -0.0149
O  5.865  5.1048  23.3635  0.0035  -0.0041  -0.0115
O  3.0964  2.2117  23.278  0.0056  -0.004  -0.0197
O  2.2993  8.7234  23.2184  -0.0057  0.0038  -0.009
O  8.6152  7.759  23.4025  0.0055  -0.0101  -0.0326
O  0.2477  10.3414  23.6045  -0.0076  0.0041  -0.0387
Si  4.3847  1.5806  22.4721  -0.0003  0.0027  0.0362
Si  3.4877  7.9287  14.0225  0.0013  -0.0058  0.0034
Si  7.116  0.9651  14.66  -0.0032  0.0101  -0.001
Si  0.9427  9.3626  22.526  -0.0027  -0.0073  0.0306
Si  1.1687  4.2939  11.8481  -0.0239  0.0146  0.0011
Si  6.2601  8.9718  15.3087  0.0038  0.0043  0.0146
Si  0.665  1.3574  12.2908  0.0065  -0.0075  -0.0294
Si  8.6207  4.9632  20.5132  0.0011  0.0051  0.0374
Si  0.3822  5.6749  9.3052  0.0555  -0.0112  -0.0888
Si  5.0924  3.1314  17.9285  -0.0012  -0.0047  0.0207
Si  0.878  3.7545  16.7366  -0.0057  -0.0005  0.0154
Si  10.3924  2.8549  19.2251  0.0001  -0.0011  0.0307
Si  5.2837  1.1794  10.3125  0.1024  0.0287  -0.0442
Si  0.8789  0.1869  19.8496  0.0063  -0.0079  0.0207
Si  6.6393  9.4537  10.8519  0.0092  0.0107  -0.031
Si  9.3343  9.6898  18.3194  0.0032  0.0031  0.0274
Si  9.3902  9.2471  12.5616  -0.004  -0.0081  -0.0185
Si  6.5695  3.8565  22.5907  0.0009  -0.0099  0.0325
Si  2.4345  8.0469  9.3522  -0.042  -0.0537  -0.0745
Si  10.5884  7.3775  17.0777  -0.0077  -0.0062  0.0224
Si  2.5086  6.3036  16.5798  -0.0019  -0.0031  0.0185
Si  10.1723  4.499  14.1686  0.0023  -0.0104  -0.0094
Si  6.1327  9.1967  18.5069  -0.0019  0.0066  0.0249
Si  7.9768  2.5598  9.5617  -0.0105  -0.1781  -0.0664
Si  8.8678  2.153  12.4379  -0.0173  0.0064  -0.0129
Si  5.3383  6.2548  18.0615  0.0059  -0.004  0.0163
Si  3.9184  0.57  19.466  -0.0057  -0.0009  0.0314
Si  4.2707  3.8303  12.0235  -0.0075  -0.0139  0.0212
Si  5.5374  6.5945  12.1263  0.0185  0.0112  0.0099
Si  8.0088  2.5103  17.214  0.0007  0.0046  0.0192
Si  4.3548  2.4828  14.9542  0.0085  0.0013  0.0049
Si  1.5322  1.2185  15.2496  -0.0002  0.0043  0.0094
Si  1.5716  9.4043  12.0208  0.0029  0.0035  -0.0308
Si  8.0448  6.8538  13.8566  -0.0016  -0.0039  -0.0011
Si  10.3792  9.8417  15.481  -0.0028  0.003  0.0177
Si  9.8028  7.0206  22.5588  -0.0144  0.0079  0.0323
Si  8.1107  5.4929  17.4105  0.0024  -0.0049  0.0241
O  6.0323  7.9532  11.2746  -0.0042  -0.0043  -0.0022
O  6.0121  9.2123  16.8881  0.0014  -0.0039  -0.0292
O  7.6649  1.3781  13.1853  0.0043  0.002  -0.0034
O  0.8798  1.7454  13.8586  0.0048  -0.0045  0.0009
O  9.4323  6.2595  16.8821  0.003  0.0056  -0.0121
O  6.7623  6.1995  13.117  -0.0034  -0.0037  0.0003
O  5.1271  4.6679  18.5984  0.0006  0.003  -0.0131
O  9.2167  2.1597  18.2778  -0.0071  -0.0026  -0.0204
O  2.3615  0.1076  19.085  0.004  -0.0004  -0.0174
O  9.4084  10.2413  16.7583  0.005  -0.0011  -0.0268
O  2.7788  4.4252  11.6941  0.011  0.0061  -0.0086
O  5.06  10.3342  19.0996  0.0106  -0.0104  -0.0165
O  9.4161  3.2481  13.4805  0.003  0.0007  0.0011
O  0.4498  1.7764  19.9564  -0.0031  0.0028  -0.013
O  3.1449  1.3689  15.0498  -0.0025  -0.0045  -0.0047
O  8.1615  5.391  19.0249  -0.0068  0.0023  -0.0306
O  3.8923  6.6109  17.3881  -0.0066  -0.0007  -0.0152
O  4.5647  3.2922  16.3721  -0.003  -0.0038  -0.0178
O  9.0567  5.6718  14.3088  -0.0019  0.0031  -0.0039
O  5.4456  2.7717  22.1469  0.0006  -0.0009  -0.0146
O  10.6819  4.1594  15.6617  0.0037  -0.0021  -0.0075
O  0.3248  3.8736  18.2687  0.0088  0.0034  -0.024
O  10.4208  10.5258  19.2146  -0.0128  -0.0075  -0.0207
O  9.6475  10.0281  14.0182  -0.0005  -0.0029  -0.0042
O  10.8992  8.1324  22.1  0.0055  0.0044  -0.0117
O  1.1873  2.1712  16.52  0.0012  -0.0074  -0.0105
O  9.7276  3.7616  20.4134  0.0052  -0.0079  -0.0201
O  8.14  4.0403  16.6844  -0.0016  -0.0003  -0.0108
O  -0.0433  9.0969  11.8897  -0.006  -0.0008  -0.0016
O  6.5752  2.4238  17.9915  0.004  -0.0013  -0.0116
O  5.558  10.7049  11.156  -0.0144  -0.0009  0.0086
O  7.7436  9.6065  18.8347  -0.0005  -0.0021  -0.0139
O  10.013  1.0249  12.053  0.0061  -0.0078  -0.0031
O  1.1691  7.0734  9.0912  0.0006  0.0265  0.0514
O  0.6073  4.7751  13.3095  0.0007  -0.0021  -0.002
O  5.7041  7.634  18.9765  -0.0007  -0.0021  -0.0157
O  5.2302  5.0812  11.5022  -0.0085  0.0022  -0.001
O  2.7108  6.9938  15.1164  0.0033  0.0062  -0.0148
O  0.9086  2.7247  11.4503  0.0064  -0.0003  -0.0027
O  0.8597  10.6895  15.5454  0.0005  -0.0029  -0.0067
O  2.4211  8.5987  10.8791  0.0178  0.002  0.0147
O  4.6899  2.4256  11.234  -0.0088  0.0021  -0.0018
O  4.2564  3.497  13.6541  -0.0023  0.0032  -0.0152
O  2.1955  4.6949  16.4922  0.0022  -0.001  -0.0092
O  10.7005  8.2549  15.6957  0.0015  0.0031  -0.0162
O  6.9323  10.2961  14.663  -0.0009  -0.0042  -0.0031
O  2.3394  8.9413  13.4026  0.0012  -0.0024  0.0012
O  8.0342  1.5334  15.8992  -0.0003  -0.0096  -0.015
O  4.1275  6.9846  12.8567  -0.0036  -0.0013  -0.0036
O  4.1698  2.021  18.7159  0.0058  0.0109  -0.019
O  7.2857  4.4269  21.2608  0.0108  0.0012  -0.0221
O  8.4057  2.9385  11.0856  0.0111  0.0229  0.0168
O  1.1799  6.8803  17.3628  0.0058  -0.0018  -0.0141
O  5.6475  1.5707  14.769  -0.0028  -0.0045  -0.0068
O  8.1185  9.7542  11.5894  -0.0056  0.0011  -0.0054
O  9.1999  6.2967  21.2396  -0.0035  -0.0085  -0.023
O  8.9588  7.7167  12.8495  0.0039  -0.0009  -0.0015
O  1.6429  0.113  11.8716  -0.0042  -0.0029  0.0009
O  6.6464  6.1568  17.0609  -0.0008  0.0015  -0.0128
O  7.3835  7.8026  15.0264  0.0043  0.0005  -0.006
O  1.2008  10.3068  21.2294  0.0029  0.012  -0.0314
O  10.0246  8.2105  18.3534  0.0043  -0.0039  -0.0168
O  3.9506  0.8669  21.0786  -0.002  -0.0101  -0.0347
O  0.3112  5.2828  10.8693  0.0298  -0.0085  0.0412
O  6.7241  1.5403  9.6411  -0.0028  -0.0056  0.123
O  4.7721  8.7161  14.6691  -0.0034  0.0013  -0.0063

Results
free energy: -135975.760 eV
free energy less fixed offsets of O -568.88, P -755.39, Si -635.61 eV per atom: -0.870 eV

The program warned: the cutoff lies below the one the program advises for these potential files; the exchange-correlation potential is rough where the density is thin.
